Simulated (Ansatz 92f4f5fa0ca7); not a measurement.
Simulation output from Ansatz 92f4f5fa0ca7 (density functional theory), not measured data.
Periodic cell of 215 atoms, Si132O82As1, from a study of silicon, its oxide and their interface. The atomic structure is a simulated model.
Doubt: the cutoff is far below the 930 eV that the study's wrapper takes by default for these files, so forces and energies are approximate.
This geometry differs little from another in the collection (a relaxation step or a small displacement).

Settings: functional PBE; potential files Ansatz PAW; basis plane waves; wave-function cutoff 580 eV; density cutoff ratio 5; exchange-correlation grid ratio 1; k mesh 1 x 1 x 1, Gamma-centred; self-consistency stop 5e-08 eV per atom in the density residual; occupations fixed; spin none; net charge +1 e, with a uniform compensating background and no finite-size correction.

Cell vectors (angstrom)
a  10.938  0  0
b  0  10.938  0
c  0  0  31.5432

Atoms and the computed forces on them: element, x, y, z (angstrom), force x, y, z (eV/angstrom)
Si  10.4299  0.5787  24.3369  -0.0238  0.0077  0.0202
Si  6.0406  10.5046  24.1508  0.0074  -0.0174  0.0326
Si  2.1238  3.2505  24.0776  -0.0047  0.0236  0.0227
Si  8.6961  2.2603  24.3073  0.0214  -0.0042  0.0231
Si  0.4966  5.0584  24.164  0.0074  -0.0174  0.0243
Si  5.0486  5.8956  24.1916  -0.0152  0.0143  0.0156
Si  3.3911  7.6517  24.1608  0.0145  -0.0048  0.0284
Si  7.8272  8.8301  23.9885  -0.0276  0.0207  0.0194
Si  1.3399  1.4828  25.4515  -0.0138  -0.0086  -0.0109
Si  6.9188  1.2989  25.5042  0.0094  -0.0066  -0.0117
Si  4.0217  4.1022  25.3212  0.0073  0.0016  -0.0057
Si  9.6675  4.0955  25.4225  -0.0046  -0.0062  -0.013
Si  1.4969  6.8147  25.3721  0.0036  -0.0004  -0.0155
Si  6.8944  6.9498  25.2354  -0.0012  -0.0135  -0.0058
Si  4.2293  9.5308  25.3463  0.0073  -0.0062  -0.0202
Si  9.524  9.6439  25.4336  0.0137  0.006  -0.0097
Si  2.7768  0.0073  26.6333  0.0074  -0.0018  0.0568
Si  8.2256  -0.0272  26.949  -0.0051  0.0091  -0.1469
Si  0.0155  2.7668  26.919  0.0017  0.0141  -0.1474
Si  5.4468  2.7363  26.657  -0.0024  -0.0016  0.0511
Si  2.7588  5.4374  26.8388  -0.0028  0.0021  -0.0991
Si  8.224  5.5253  26.6199  -0.0002  -0.0018  0.0518
Si  0.0396  8.2143  26.6433  -0.0145  -0.0129  0.0544
Si  5.5543  8.1954  26.7943  -0.0085  0.0029  -0.0805
Si  4.1081  1.367  28.0666  0.0065  -0.0129  -0.0189
Si  9.5959  1.3709  28.2216  0.0126  -0.0151  0.2012
Si  1.3914  4.1175  28.2199  0.0247  0.0227  0.1933
Si  6.8365  4.1336  28.0183  -0.0025  0.0166  -0.0612
Si  4.1564  6.8214  28.1322  0.0513  -0.0101  0.0884
Si  9.5968  6.8508  28.0483  0.0144  -0.0021  -0.0269
Si  1.3932  9.5901  28.0426  0.0156  -0.0004  -0.0544
Si  6.8504  9.5367  28.2241  -0.0233  -0.0458  0.1855
Si  0.0518  -0.0209  29.519  -0.0078  0.0222  -0.0092
Si  5.4477  0.0086  29.4865  -0.0134  0.012  -0.0383
Si  2.7688  2.7094  29.5183  -0.0009  -0.0017  -0.0324
Si  8.1753  2.7717  29.4649  0.0026  0.0021  -0.0039
Si  -0.0121  5.5033  29.4924  -0.0161  0.0116  -0.037
Si  5.5078  5.449  29.4959  0.0008  0.0051  -0.0052
Si  2.7523  8.212  29.4368  -0.0298  0.0307  0.0074
Si  8.2543  8.1631  29.5251  -0.0095  0.0101  -0.0274
Si  1.3992  1.3537  30.8969  -0.0077  0.0072  0.006
Si  6.818  1.384  30.8265  0.0172  -0.041  -0.0031
Si  4.13  4.0881  30.8754  -0.0133  0.0037  0.005
Si  9.5521  4.1213  30.8349  0.0361  -0.0165  0.0034
Si  1.3768  6.8633  30.8244  0.0168  -0.035  0.0012
Si  6.8691  6.8018  30.8869  0.0082  0.0122  0.0042
Si  4.088  9.5736  30.8392  0.0357  -0.0155  0.0009
Si  9.6106  9.5486  30.8858  -0.0228  0.0009  0.0003
Si  2.752  -0.0336  0.7178  -0.0197  0.0262  -0.0143
Si  8.1816  0.0029  0.6451  0.0206  0.0133  0.0182
Si  -0.0184  2.7532  0.6594  -0.0129  -0.0165  0.0119
Si  5.4819  2.7067  0.7019  -0.0196  0.0325  -0.0103
Si  2.7186  5.4787  0.6569  0.0021  0.0112  0.0128
Si  8.2254  5.4343  0.7265  -0.0398  0.0121  -0.0177
Si  0.0405  8.1786  0.7112  -0.0164  0.0224  -0.0168
Si  5.465  8.205  0.6561  -0.0078  -0.0027  0.0158
Si  4.118  1.3424  2.0685  -0.0037  -0.0487  0.0188
Si  9.5325  1.3781  2.0085  0.034  -0.0384  0.0187
Si  1.3309  4.1305  2.0419  0.0237  -0.0253  0.0026
Si  6.8438  4.0562  2.072  0.0473  0.0087  0.0387
Si  4.0789  6.855  2.0229  0.0392  -0.0284  0.0292
Si  9.6169  6.7973  2.0692  -0.0027  -0.0024  0.0052
Si  1.3893  9.5394  2.0879  0.0202  -0.0013  0.0279
Si  6.8302  9.5675  2.0397  0.0027  -0.0217  -0.0122
Si  -0.0322  0.0061  3.3419  -0.1359  0.012  -0.1467
Si  5.4593  -0.0466  3.4749  0.0308  0.0174  0.0479
Si  2.7019  2.7229  3.3508  -0.0925  0.0312  -0.201
Si  8.2184  2.7042  3.482  -0.0336  -0.064  0.047
Si  -0.005  5.459  3.5238  0.0271  -0.0121  0.0649
Si  5.4519  5.4623  3.3422  -0.0685  0.0915  -0.2192
Si  2.7528  8.1862  3.4972  0.0133  -0.029  0.0274
Si  8.2106  8.1651  3.3665  0.0328  0.1114  -0.0675
Si  1.2935  1.3742  4.6715  0.012  -0.0194  0.1361
Si  6.8026  1.3435  4.8559  0.0124  0.0429  -0.0637
Si  4.062  4.1105  4.6421  0.0353  -0.0026  0.2239
Si  9.5379  4.0672  4.9067  -0.0298  0.0474  -0.055
Si  1.3775  6.8496  4.9103  -0.0117  0.0042  -0.0683
Si  6.8343  6.7951  4.6824  0.0038  -0.0052  0.1623
Si  4.1061  9.559  4.9085  -0.0412  0.0213  -0.0707
Si  9.6104  9.5266  4.7089  0.0004  -0.0157  0.0453
Si  2.6207  0.0492  6.1017  0.0022  0.0383  0.0817
As  8.2285  -0.1352  6.269  0.0084  -0.0577  -0.034
Si  -0.0139  2.6655  6.1986  -0.0054  0.0195  -0.0612
Si  5.3741  2.7656  6.0981  -0.0542  0.0276  0.0218
Si  2.7629  5.4128  6.1672  -0.0187  0.031  -0.0484
Si  8.085  5.427  6.1854  0.0439  0.0593  0.0652
Si  0.0138  8.2814  6.2382  -0.0649  0.0669  0.0939
Si  5.5497  8.1369  6.1593  -0.0372  -0.0137  -0.0804
Si  3.4651  1.941  7.2059  0.0426  -0.0773  -0.1321
Si  10.0893  0.8516  7.4911  0.0247  -0.1467  0.0968
Si  1.7673  3.6521  7.3804  0.0265  0.0019  0.0073
Si  6.2138  4.5177  7.4105  0.0182  -0.0019  -0.1018
Si  4.6457  6.2982  7.2877  0.0019  -0.0429  -0.0112
Si  9.1939  7.1553  7.3403  -0.049  -0.0017  -0.1135
Si  0.9213  10.1381  7.5315  -0.05  -0.0424  -0.1626
Si  7.3845  8.7929  7.5174  0.1698  -0.0139  0.1146
O  4.6027  6.6088  8.9087  -0.0185  0.0168  0.0161
O  1.3623  3.9609  8.959  -0.0121  0.0105  0.0162
O  9.7653  6.5224  8.7529  0.016  -0.0105  0.0828
O  1.3101  10.0949  9.1518  0.0512  0.0178  0.1532
O  6.0684  4.2077  9.0398  0.0092  -0.0247  0.0655
O  3.7007  1.59  8.7827  0.0213  -0.0062  0.0851
O  7.1695  8.9795  9.1451  -0.0257  0.0306  -0.0306
O  9.6145  1.0235  9.056  -0.0273  0.029  -0.0435
O  8.2311  2.5457  22.7547  -0.0183  0.0107  -0.0242
O  10.9853  5.5602  22.6531  -0.0071  0.0168  -0.0211
O  5.6195  0.1055  22.6528  -0.0158  0.0239  -0.0322
O  5.2765  5.4026  22.6307  0.0205  -0.018  -0.0274
O  2.1382  2.8111  22.4771  0.012  -0.0256  -0.0296
O  3.3212  7.8617  22.5152  -0.0161  0.0113  -0.0299
O  8.3736  8.7526  22.4146  0.0284  -0.0109  -0.0262
O  -0.1818  11.2432  22.7513  0.0243  -0.0185  -0.0246
Si  2.1607  2.9748  12.9001  -0.0088  -0.004  0.0511
Si  8.677  1.2955  10.3705  0.009  -0.0019  0.0166
Si  1.0661  4.5091  15.3547  0.0008  -0.004  0.0319
Si  7.5508  5.5688  12.2114  -0.002  0.0042  0.0404
Si  2.403  8.1908  21.2136  0.0063  -0.0166  -0.0095
Si  5.4069  7.7737  12.4872  0.0038  -0.0012  0.044
Si  9.2687  0.4651  15.4919  0.0092  0.0055  0.0316
Si  2.9115  -0.0335  16.6668  0.0082  -0.0001  0.0278
Si  10.4803  1.1562  12.5998  0.0035  -0.0081  0.0424
Si  7.7545  2.8386  21.238  0.0054  -0.0135  -0.0173
Si  9.1286  8.7902  14.4669  0.0131  -0.0112  0.0308
Si  1.4752  4.7703  10.3766  -0.0212  0.0186  0.0264
Si  4.4745  9.4922  19.144  0.0042  0.0044  0
Si  11.0639  6.1049  21.1177  0.0063  0.0054  -0.0145
Si  6.6169  10.4535  14.8505  0.0008  -0.0055  0.0441
Si  5.3798  0.7401  21.1793  0.0117  -0.0173  -0.0178
Si  2.349  9.7897  10.3972  -0.0402  0.0259  -0.0155
Si  0.4209  10.6402  21.3855  -0.0084  0.0046  -0.0216
Si  5.8416  5.2598  21.1211  -0.0015  0.0068  -0.0007
Si  3.6431  7.0758  10.1191  -0.0129  0.0284  0.0343
Si  9.0437  5.6895  14.8546  0.0024  -0.0043  0.0388
Si  3.649  4.0857  19.0884  0.0019  -0.0095  0.0098
Si  10.0216  3.6695  19.3246  -0.0052  0.0071  -0.0009
Si  4.26  8.675  15.3749  -0.0023  -0.0011  0.0243
Si  0.4564  1.9301  17.162  -0.0002  -0.0011  0.0147
Si  6.7829  7.542  19.2501  0.0044  0.0032  -0.0039
Si  5.2555  3.6269  16.7452  -0.0007  -0.0005  0.0231
Si  7.7758  5.0207  17.5328  0.0076  0.0096  0.0153
Si  6.6612  9.9168  10.3974  -0.0174  0.0108  -0.0078
Si  4.3818  1.0347  10.1237  -0.0316  -0.0013  0.0078
Si  -0.0368  9.0866  11.9068  0.0257  -0.0152  0.0429
Si  9.0942  8.6379  20.937  0.0038  0.0017  -0.0113
Si  4.5575  1.67  14.5881  -0.0122  0.0002  0.0413
Si  2.437  2.0892  21.0426  -0.0085  -0.0027  -0.0074
Si  6.3365  3.3229  10.3871  -0.0089  -0.0003  0.0059
Si  3.4315  5.9217  16.7313  -0.002  0.0012  0.0207
Si  9.8844  6.5289  10.3773  0.0106  0.0083  -0.0316
O  0.11  2.632  18.5905  0.0083  -0.0093  -0.0015
O  2.9273  9.6375  15.5907  0.0003  -0.0011  -0.0177
O  10.8542  4.8096  20.1522  -0.0047  -0.018  0.0011
O  7.5779  2.3879  9.9184  0.0015  0.0103  -0.0078
O  10.9349  5.3452  10.8296  0.0141  -0.007  -0.0183
O  6.5859  6.7153  12.8635  -0.0008  -0.0021  -0.029
O  10.3154  8.0598  10.7795  0.0017  0.0166  -0.0096
O  7.6627  9.4566  14.0006  -0.0071  0.0036  -0.0253
O  8.4118  6.2035  10.979  -0.0263  -0.0193  -0.007
O  5.3492  10.4873  20.0851  -0.0077  -0.0146  0.0013
O  2.1841  3.7402  11.4377  0.0006  -0.0127  -0.0175
O  7.9654  8.5545  19.7591  -0.0098  -0.0058  0.0009
O  6.1954  6.7384  20.5492  0.0057  0.0048  0.0063
O  5.5142  2.7166  15.4156  0.0003  -0.0017  -0.0223
O  1.2961  0.9318  20.7013  0.004  0.0021  0.0162
O  6.0515  9.0273  11.6194  -0.0121  -0.013  -0.0126
O  4.6153  4.99  16.11  0.0008  0.0006  -0.011
O  6.5899  3.9101  17.6424  -0.0026  -0.0054  -0.0031
O  10.543  10.6688  11.796  -0.0184  0.0291  -0.0204
O  5.5801  0.4997  13.9914  0.0003  0.0032  -0.0269
O  8.0098  5.1011  15.9361  0.0033  -0.004  -0.0233
O  9.7366  9.8266  15.5812  -0.0031  0.0018  -0.0141
O  -0.4001  5.1516  15.146  -0.0041  -0.0002  -0.0205
O  1.5599  6.8437  20.8086  0.0004  -0.0023  0.0151
O  1.4975  0.6446  17.1826  0.0006  0.0011  -0.0055
O  6.5866  1.7773  20.8135  0.0006  0.004  0.0182
O  1.0234  1.7913  12.8263  -0.0085  -0.0034  -0.0295
O  3.2322  5.4971  18.321  0.0022  0.0069  -0.0049
O  9.5484  2.0091  11.5575  0.0099  -0.0042  -0.0189
O  1.0341  3.1143  16.1984  -0.0014  0.0038  -0.0147
O  8.5926  5.143  13.3845  0.0039  -0.0021  -0.0151
O  10.2723  8.5855  13.3114  -0.015  0.0028  -0.0089
O  1.4352  9.4074  21.6949  0.0006  0.0006  0.0158
O  10.0725  9.9395  20.6084  -0.0025  -0.0022  0.0161
O  3.1823  0.1919  10.8879  0.0118  0.0139  -0.0157
O  5.0827  2.3411  10.8387  0.0146  0.0133  -0.0162
O  1.7252  4.1558  13.9159  -0.0018  0.0035  -0.0199
O  7.9156  10.8591  10.8705  -0.0012  -0.0035  -0.027
O  9.1274  4.4802  18.2358  -0.0095  0.0043  -0.0068
O  5.6402  9.5053  15.7784  0.0038  0.0009  -0.0149
O  5.5318  -0.0494  9.7474  0.0307  -0.0147  -0.0148
O  3.5982  2.3166  13.4005  0.0083  -0.0016  -0.0231
O  1.9815  5.6648  16.0373  -0.0013  -0.0034  -0.015
O  9.7085  1.0452  14.0217  -0.0017  -0.0049  -0.018
O  4.372  6.9376  11.5513  0.0082  -0.0052  -0.0159
O  4.7446  4.492  20.2132  -0.0139  -0.007  0.0002
O  9.959  1.3642  16.6299  -0.0046  -0.0054  -0.0052
O  6.6895  4.2916  11.6516  0.0009  0.0257  -0.0091
O  5.5717  8.4137  18.5827  -0.0017  0.0013  0.0011
O  9.0635  2.7432  20.2724  0.0155  0.0047  0.0015
O  3.6003  1.1381  15.7849  0.0028  -0.0033  -0.0165
O  4.2105  3.0785  17.9027  0.009  0.0034  -0.0114
O  9.9043  7.2227  20.8948  0.0014  0.0006  0.0183
O  3.3479  8.65  9.8074  0.0245  -0.0333  -0.0099
O  3.9424  7.4303  16.3827  -0.0002  -0.0016  -0.0116
O  7.6358  0.4917  15.6937  -0.0038  -0.0038  -0.0157
O  8.9267  7.3036  15.0472  -0.0034  0.0009  -0.0138
O  3.9213  1.445  21.1558  0.0055  0.0022  0.0196
O  1.5925  9.1172  11.6923  -0.0119  -0.0143  0.0018
O  2.3277  6.137  10.1386  0.0109  -0.009  -0.0236
O  7.338  6.4686  18.1495  0.0045  -0.0166  -0.0068
O  7.2076  4.3715  21.1285  0  -0.0002  0.0183
O  4.5529  8.2413  13.806  -0.0035  0.0029  -0.0139
O  3.319  8.6725  19.9636  0.0168  0.0088  -0.0037
O  2.4832  3.2407  19.8699  0.0087  0.0171  -0.0014
O  3.7385  10.378  17.9802  -0.0094  0.0007  -0.0184

Results
free energy: -135411.280 eV
free energy less fixed offsets of As -4856.12, O -568.88, Si -635.61 eV per atom: -6.480 eV

The program warned: the cutoff lies below the one the program advises for these potential files; the exchange-correlation potential is rough where the density is thin.
